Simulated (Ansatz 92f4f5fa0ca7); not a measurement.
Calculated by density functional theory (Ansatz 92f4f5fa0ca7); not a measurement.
Periodic cell of 140 atoms, Si84O56, from a study of silicon, its oxide and their interface. The atomic structure is a simulated model.

Settings: functional r2SCAN; potential files Ansatz norm-conserving; basis plane waves; wave-function cutoff 1300 eV; density cutoff ratio 4; exchange-correlation grid ratio 1; k mesh 2 x 2 x 1, shifted by 0.5 0.5 0.5 of a step; self-consistency stop 5e-08 eV per atom in the density residual; occupations Fermi-Dirac, 0.05 eV; spin none; net charge 0.

Cell vectors (angstrom)
a	10.88	0	0
b	0	10.88	0
c	0	0	20.7471

Atoms: element, x, y, z (angstrom)
Si	-0.579	1.0571	-0.1288
Si	2.5247	2.7041	0.2425
Si	0.2853	5.0878	-0.1104
Si	2.8692	8.019	-0.0043
Si	5.4678	-0.3963	0.4746
Si	8.0568	2.8863	0.4303
Si	5.6748	4.8167	-0.2936
Si	7.9951	8.2504	-0.0202
Si	1.0297	1.4809	1.4874
Si	4.0611	4.103	1.3002
Si	1.4703	6.7342	1.3628
Si	3.8266	9.4881	1.7835
Si	6.5303	1.4682	1.6487
Si	9.381	4.503	1.5252
Si	6.8548	6.6891	1.0711
Si	9.5463	9.8162	1.3469
Si	-0.1484	3.061	2.8703
Si	2.4489	0.1971	2.8004
Si	-0.028	8.1957	2.551
Si	2.5414	4.9951	2.5395
Si	5.3964	2.8094	2.9625
Si	8.0499	0.0325	2.8553
Si	5.6162	7.9478	2.6166
Si	8.1264	5.8106	2.8084
Si	1.1609	4.0755	4.3852
Si	3.7736	1.511	4.0634
Si	1.338	9.4424	4.1455
Si	3.9859	6.5565	3.9858
Si	6.9376	4.3111	4.0636
Si	9.5073	1.3383	4.0832
Si	6.8941	9.3944	4.1327
Si	9.3191	7.0754	4.1059
Si	0.2011	-0.049	5.5973
Si	2.7409	2.6736	5.6863
Si	-0.2017	5.6535	5.291
Si	2.7044	7.8018	5.4227
Si	5.0736	-0.1789	4.9274
Si	8.0871	2.7681	5.364
Si	5.1357	5.2543	5.5229
Si	8.0972	8.3073	5.8493
Si	1.4249	1.4241	7.1419
Si	4.0004	4.1607	7.1017
Si	1.201	6.7855	6.8254
Si	3.9252	9.4736	6.647
Si	6.5493	1.2893	6.3999
Si	9.4346	4.189	6.5969
Si	6.5965	6.5232	6.8085
Si	9.5501	9.6712	7.0902
Si	-0.0353	2.814	8.1988
Si	2.7772	-0.1788	8.3028
Si	-0.0105	8.1066	8.3364
Si	2.5461	5.5946	8.3324
Si	5.35	2.5858	7.9838
Si	8.0387	0.193	7.8194
Si	5.1372	8.0539	8.0386
Si	8.0362	5.3679	8.0539
Si	1.172	4.381	9.6954
Si	4.1356	1.2062	9.5717
Si	1.7779	9.1049	9.8533
Si	3.9357	6.8311	9.7084
Si	7.2474	3.4588	9.217
Si	9.3826	1.3425	9.3436
Si	6.1781	9.7438	9.3285
Si	9.6977	6.5277	9.6794
Si	-7.16	-0.2605	14.4895
Si	5.6809	0.2677	16.3761
Si	-1.5519	10.1177	13.401
Si	7.1656	5.8072	16.7085
Si	5.7535	8.5182	13.812
Si	7.9636	1.4876	15.1215
Si	9.9766	3.5406	15.1128
Si	9.7805	8.5685	17.8387
Si	7.9335	19.1443	11.4358
Si	4.3675	-2.4342	16.1761
Si	3.7243	11.8561	18.8096
Si	5.5994	5.1124	11.5526
Si	7.0523	4.1571	14.3525
Si	4.6421	6.6651	18.4519
Si	10.072	5.5367	17.5546
Si	0.3501	0.1287	11.6323
Si	-7.7498	3.1074	11.6823
Si	1.243	10.258	18.994
Si	8.1997	-2.3698	15.379
Si	1.4991	1.9077	13.5634
O	0.1987	0.6134	-1.3886
O	7.7884	6.9193	-5.1787
O	1.2495	3.8482	-0.3816
O	3.2443	2.2706	-1.1926
O	-0.4277	5.1691	-1.6583
O	2.8234	2.9061	-7.4801
O	-1.5686	13.0835	-4.869
O	4.2658	7.6673	-0.9863
O	11.2238	2.8941	-6.5522
O	0.1315	-1.2299	-2.8749
O	6.8785	3.6408	-0.5987
O	9.2583	2.2128	-0.4885
O	4.6637	5.1457	-1.5841
O	3.8324	7.2732	-3.6677
O	6.5719	9.6025	-0.3503
O	6.2668	6.6461	-2.8971
O	-2.0876	6.8659	11.2202
O	-0.0277	5.5179	10.0889
O	3.1039	1.8395	10.774
O	5.2848	0.1058	10.2467
O	1.6447	10.2066	11.0119
O	2.8487	7.8311	10.3676
O	4.8781	6.4729	11.0361
O	6.5439	4.2828	10.5646
O	8.2571	2.3839	9.9205
O	10.166	0.2825	10.2713
O	6.4415	4.7206	15.8063
O	7.1411	8.4413	9.9465
O	4.7237	11.641	15.1529
O	6.6248	7.8119	12.4871
O	1.7357	4.1196	11.2269
O	-2.1782	0.6112	13.9425
O	-1.6242	-2.1294	14.3094
O	8.7569	4.3496	14.2971
O	-10.2444	1.7007	12.1515
O	-4.438	5.1082	12.9736
O	10.8704	-0.5328	13.0054
O	4.6894	-1.0834	13.4013
O	5.0367	7.5136	14.8787
O	3.2074	-1.4879	15.5063
O	8.7564	9.0704	16.8106
O	8.6163	9.6678	11.9502
O	10.2337	7.1159	17.2272
O	4.5456	3.8004	11.6876
O	-3.7262	11.4941	16.1445
O	13.2996	11.4626	14.1964
O	8.5056	-5.7134	17.2982
O	2.4748	10.9523	18.1292
O	6.8939	2.5361	14.4734
O	10.8673	4.5252	16.241
O	-3.9916	-1.5405	14.7442
O	1.7379	8.9324	19.9368
O	4.7872	1.0357	17.5627
O	9.1805	8.282	19.451
O	5.4811	-1.287	16.8616
O	4.5341	0.1061	19.8737

Results
free energy: -35863.235 eV
free energy less fixed offsets of O -463.61, Si -117.95 eV per atom: 6.725 eV
pressure: -3.49 GPa
stress xx, yy, zz, yz, xz, xy (GPa, positive in tension): 3.81, 3.16, 3.51, -0.33, 0.94, -2.34

Forces (eV/angstrom), in the order of the atoms: element, x, y, z
Si	-0.454	-1.6616	3.4586
Si	-1.0492	2.3701	-1.8129
Si	-1.3482	0.6729	-0.6085
Si	1.5189	1.8404	0.2841
Si	-0.5925	0.9829	-2.6462
Si	-1.7009	0.9283	-0.465
Si	0.8411	-0.5513	0.823
Si	1.5552	5.6517	-1.4535
Si	0.0484	0.8488	0.2784
Si	1.9819	-2.2379	-0.4491
Si	-0.7052	-1.2356	-1.3634
Si	1.244	-1.2125	-1.1478
Si	1.7833	-2.0558	-1.4037
Si	1.3269	-1.409	-0.9625
Si	-1.5372	-1.5438	-0.5744
Si	-1.6056	-0.4026	-1.2006
Si	-0.6927	-1.8263	-0.4236
Si	-0.7573	-1.4616	-0.068
Si	0.0795	1.0235	0.6557
Si	-0.7685	2.9102	2.8188
Si	-0.9994	1.68	-0.2182
Si	0.5995	0.1056	-0.5731
Si	-1.7436	0.5164	1.2792
Si	-1.2688	-0.6353	-0.9801
Si	1.8779	-0.1814	-0.6538
Si	1.2925	0.2224	-0.2548
Si	0.3581	-0.768	-0.1982
Si	0.4247	-0.5102	-1.0814
Si	-2.0855	-1.0294	0.84
Si	0.5443	0.3668	0.9372
Si	-0.9703	-0.2398	-0.2027
Si	1.2624	2.0186	0.8448
Si	-1.5497	0.8933	0.2275
Si	-1.1374	1.3404	0.7887
Si	0.4811	-0.3339	0.9948
Si	-0.5208	2.6138	-0.4927
Si	1.3013	-0.1322	1.9652
Si	0.2277	-0.5225	-0.3837
Si	1.9824	0.6914	-1.45
Si	-0.18	-1.2791	-1.0919
Si	-0.0004	-1.4521	-1.027
Si	-1.2468	-0.5102	-0.3861
Si	-0.1624	-0.011	0.1183
Si	-0.2492	-0.5703	-0.5866
Si	-0.4128	-0.0298	-0.3765
Si	0.4149	-0.5638	1.2451
Si	-0.426	2.5255	-0.1128
Si	1.2825	-1.345	-1.288
Si	-0.2147	0.7473	0.6378
Si	-0.4224	-0.2708	-0.3511
Si	-0.0695	1.0534	1.5375
Si	0.8842	-1.4312	-0.2566
Si	1.0063	-0.7713	1.7017
Si	-1.9177	-0.2228	2.143
Si	0.5088	0.2361	0.338
Si	2.0382	-0.7233	1.7807
Si	-1.7562	0.3812	1.1216
Si	0.7604	-1.3189	0.5153
Si	1.671	-1.6642	-2.1969
Si	0.4981	1.4016	-0.2446
Si	-2.0651	2.0008	2.0023
Si	-0.4915	0.9322	-1.6214
Si	1.1432	0.6825	-0.27
Si	-2.7156	0.0692	0.6019
Si	-0.1152	-1.9953	-0.2344
Si	-5.5626	-0.0866	2.8191
Si	-1.2357	-1.4977	-0.8019
Si	0.9477	3.3145	-0.596
Si	1.3112	1.2832	-2.0027
Si	2.6312	1.411	-0.4669
Si	2.1373	0.4691	1.566
Si	2.2247	-1.1377	3.5968
Si	-2.8684	-1.4872	0.0453
Si	1.3759	1.8758	-1.9277
Si	2.0493	-2.8845	-2.5533
Si	0.4438	-3.4661	1.2443
Si	0.8002	2.1404	-1.7125
Si	1.7401	0.6475	-0.2063
Si	0.721	-1.9138	-2.1342
Si	0.9492	3.0465	-3.4501
Si	-2.291	3.8706	1.9537
Si	-0.8893	-1.3211	-3.2046
Si	-3.9692	-2.0662	3.2159
Si	1.3008	1.6895	0.2102
O	2.2695	-1.018	-1.1288
O	-0.4356	0.7809	0.918
O	2.2885	-1.9372	0.956
O	-1.159	1.2268	0.6234
O	0.4628	0.7051	0.2332
O	-1.6206	-1.543	-0.4852
O	-1.9885	0.5761	-1.4602
O	-1.5352	-0.9775	-0.745
O	-0.3797	-0.2419	1.548
O	0.5174	-1.4862	1.0381
O	-0.5909	1.0087	0.7132
O	-0.9763	-0.0915	-0.0907
O	0.1909	1.0514	-0.6656
O	0.1357	-1.8354	3.6703
O	2.3089	-2.3059	0.9054
O	-1.0142	-0.6483	-0.2485
O	1.3976	1.399	-2.059
O	0.8562	-1.1803	-0.0312
O	1.5161	-2.1542	-2.438
O	0.5322	-0.9981	-1.3847
O	-1.5042	0.337	1.6204
O	-2.2341	2.5947	-0.1005
O	-0.182	-1.2985	-0.6741
O	1.8217	-0.0228	-2.5171
O	-0.1195	0.425	0.6717
O	1.4498	-0.3619	2.8007
O	-0.317	-0.8153	-1.6277
O	0.4971	2.1158	2.1416
O	1.4684	-0.0573	0.2491
O	0.0816	2.2488	1.4702
O	2.45	-1.5587	-1.092
O	-0.4341	-0.5046	0.3045
O	3.2695	1.6183	-2.8111
O	-0.4375	-0.8293	0.6901
O	1.1125	-2.8437	-0.5607
O	0.2824	-1.7339	2.6843
O	-1.0412	-1.2818	1.0097
O	0.2103	-1.4392	0.1695
O	-0.3187	1.6102	0.459
O	0.8507	0.028	0.1205
O	-2.822	1.3274	-2.1805
O	-0.1221	-0.7491	0.6706
O	0.7567	-0.3002	0.6955
O	-0.1136	1.9777	-0.273
O	2.3459	0.5087	0.884
O	-3.432	1.8699	-1.8246
O	-0.1123	-0.3138	1.1067
O	-0.4536	-0.0331	2.3147
O	0.2879	0.4569	-0.5081
O	-3.0224	0.7023	1.0952
O	0.5388	-1.3233	-0.5715
O	-0.4309	1.9235	-1.0076
O	0.6226	1.0756	0.3708
O	-1.3156	-0.1113	-1.1724
O	-1.6503	-2.4502	-1.0457
O	0.41	-0.6026	2.1422
